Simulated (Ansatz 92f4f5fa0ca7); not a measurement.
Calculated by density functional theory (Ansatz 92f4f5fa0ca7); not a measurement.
Periodic cell of 294 atoms, Si196O98, from a study of silicon, its oxide and their interface. The atomic structure is a simulated model.
Doubt: the cutoff is far below the 930 eV that the study's wrapper takes by default for these files, so forces and energies are approximate.
This geometry differs little from another in the collection (a relaxation step or a small displacement).

Settings
functional: PBE
potential files: Ansatz PAW
basis: plane waves
wave-function cutoff: 580 eV
density cutoff ratio: 5
exchange-correlation grid ratio: 1
k mesh: 1 x 1 x 1, Gamma-centred
self-consistency stop: 5e-08 eV per atom in the density residual
occupations: fixed
spin: none
net charge: 0

Cell vectors (angstrom)
a, 11.6015, 0, 0
b, 0, 10.938, 0
c, 0, 0, 41.7085

Atoms: element, x, y, z (angstrom)
Si, 0, 0, 0.9665
Si, 3.8672, 0, 0.9665
Si, 7.7343, 0, 0.9665
Si, 1.9336, 1.3673, 0.9665
Si, 5.8008, 1.3673, 0.9665
Si, 9.6679, 1.3673, 0.9665
Si, 0, 5.469, 0.9665
Si, 3.8672, 5.469, 0.9665
Si, 7.7343, 5.469, 0.9665
Si, 1.9336, 6.8362, 0.9665
Si, 5.8008, 6.8362, 0.9665
Si, 9.6679, 6.8362, 0.9665
Si, 1.9336, 2.7345, 40.7414
Si, 5.8008, 2.7345, 40.7414
Si, 9.6679, 2.7345, 40.7414
Si, 0, 4.1018, 40.7414
Si, 3.8672, 4.1018, 40.7414
Si, 7.7343, 4.1018, 40.7414
Si, 1.9336, 8.2035, 40.7414
Si, 5.8008, 8.2035, 40.7414
Si, 9.6679, 8.2035, 40.7414
Si, 0, 9.5708, 40.7414
Si, 3.8672, 9.5708, 40.7414
Si, 7.7343, 9.5708, 40.7414
Si, 0, 0, 4.8337
Si, 3.8672, 0, 4.8337
Si, 7.7343, 0, 4.8337
Si, 1.9336, 1.3673, 4.8337
Si, 5.8008, 1.3673, 4.8337
Si, 9.6679, 1.3673, 4.8337
Si, 0, 5.469, 4.8337
Si, 3.8672, 5.469, 4.8337
Si, 7.7343, 5.469, 4.8337
Si, 1.9336, 6.8362, 4.8337
Si, 5.8008, 6.8362, 4.8337
Si, 9.6679, 6.8362, 4.8337
Si, 1.9336, 2.7345, 2.9001
Si, 5.8008, 2.7345, 2.9001
Si, 9.6679, 2.7345, 2.9001
Si, 0, 4.1018, 2.9001
Si, 3.8672, 4.1018, 2.9001
Si, 7.7343, 4.1018, 2.9001
Si, 1.9336, 8.2035, 2.9001
Si, 5.8008, 8.2035, 2.9001
Si, 9.6679, 8.2035, 2.9001
Si, 0, 9.5708, 2.9001
Si, 3.8672, 9.5708, 2.9001
Si, 7.7343, 9.5708, 2.9001
Si, -0.6465, 0.7287, 31.7953
Si, 4.0227, -0.2121, 31.0646
Si, 7.3168, -0.0515, 30.9663
Si, 1.4419, 1.5074, 31.0121
Si, 5.6125, 1.5422, 31.2614
Si, 9.3389, 0.7681, 30.1848
Si, -0.2863, 5.3592, 31.1484
Si, 5.9813, 7.0921, 30.133
Si, 8.0281, 5.2756, 30.9511
Si, 1.4409, 6.8629, 30.6279
Si, 3.4691, 5.7215, 30.2406
Si, 9.6233, 6.9728, 31.0513
Si, 2.0052, 2.7765, 32.9443
Si, 5.8421, 2.8404, 33.145
Si, 9.8833, 2.5463, 33.1029
Si, 0.0545, 4.0922, 33.0982
Si, 3.9161, 4.1861, 33.0709
Si, 7.8984, 3.9991, 32.97
Si, 1.77, 8.2102, 32.7597
Si, 5.8248, 8.2644, 33.1256
Si, 9.5649, 8.3562, 32.9601
Si, -0.1161, 9.7032, 33.048
Si, 3.8147, 9.4468, 33.009
Si, 7.6483, 9.7373, 33.0471
Si, 0.0241, -0.0032, 35.0494
Si, 3.8514, -0.0228, 34.9046
Si, 7.7425, 0.0919, 34.9953
Si, 1.9526, 1.3739, 34.9037
Si, 5.7774, 1.3767, 34.9858
Si, 9.7098, 1.3708, 35.1011
Si, -0.011, 5.5369, 34.9382
Si, 3.8233, 5.5527, 34.9602
Si, 7.7953, 5.4113, 34.9
Si, 1.8785, 6.9228, 34.8138
Si, 5.8366, 6.7848, 34.9477
Si, 9.6451, 6.8821, 34.87
Si, 1.9308, 2.7432, 36.8502
Si, 5.7728, 2.7611, 36.8904
Si, 9.6771, 2.7875, 36.9464
Si, 0.0081, 4.1366, 36.8658
Si, 3.8395, 4.1273, 36.87
Si, 7.7307, 4.1047, 36.8748
Si, 1.9464, 8.2, 36.8409
Si, 5.819, 8.2004, 36.8679
Si, 9.6697, 8.2073, 36.8524
Si, 0.0241, 9.5409, 36.9241
Si, 3.8756, 9.569, 36.8582
Si, 7.7386, 9.5727, 36.8694
Si, 0, 0, 38.8078
Si, 3.8672, 0, 38.8078
Si, 7.7343, 0, 38.8078
Si, 1.9336, 1.3673, 38.8078
Si, 5.8008, 1.3673, 38.8078
Si, 9.6679, 1.3673, 38.8078
Si, 0, 5.469, 38.8078
Si, 3.8672, 5.469, 38.8078
Si, 7.7343, 5.469, 38.8078
Si, 1.9336, 6.8362, 38.8078
Si, 5.8008, 6.8362, 38.8078
Si, 9.6679, 6.8362, 38.8078
Si, 1.9423, 2.7636, 6.7118
Si, 5.8259, 2.7216, 6.8381
Si, 9.6622, 2.7165, 6.7763
Si, -0.016, 4.0862, 6.7535
Si, 3.8898, 4.0788, 6.7633
Si, 7.7561, 4.1027, 6.7784
Si, 1.9373, 8.1937, 6.7622
Si, 5.7853, 8.1742, 6.7914
Si, 9.6452, 8.2029, 6.775
Si, -0.016, 9.5309, 6.7039
Si, 3.8733, 9.5612, 6.7621
Si, 7.7111, 9.5692, 6.7784
Si, -0.0059, -0.0019, 8.5588
Si, 3.8853, 0.0202, 8.683
Si, 7.7353, -0.019, 8.7305
Si, 1.925, 1.3506, 8.5755
Si, 5.8154, 1.3759, 8.8552
Si, 9.6691, 1.3484, 8.7182
Si, -0.0375, 5.4617, 8.6735
Si, 3.8284, 5.3692, 8.7338
Si, 7.7758, 5.5079, 8.6912
Si, 1.9293, 6.7483, 8.6452
Si, 5.785, 6.7189, 8.6959
Si, 9.7047, 6.9091, 8.765
Si, 1.7223, 2.5906, 10.5554
Si, 5.748, 2.8672, 10.8088
Si, 9.6032, 2.7354, 10.6545
Si, -0.0506, 4.1224, 10.613
Si, 3.6986, 3.9999, 10.7065
Si, 7.7245, 4.14, 10.6037
Si, 1.9578, 8.1897, 10.4698
Si, 5.8521, 8.0663, 10.596
Si, 9.7888, 8.2674, 10.7621
Si, 0.1674, 9.682, 10.5166
Si, 3.9457, 9.4047, 10.4565
Si, 7.7465, 9.4888, 10.6121
Si, 1.0903, 0.6119, 11.7958
Si, 2.9826, -0.0369, 12.8954
Si, 7.681, -0.2639, 12.6428
Si, -0.4321, 0.5337, 13.526
Si, 5.4186, 1.4181, 13.6619
Si, 9.236, 1.5456, 12.6864
Si, 0.2441, 5.5059, 12.5601
Si, 3.7627, 5.4828, 12.5874
Si, 5.8358, 6.7326, 12.5985
Si, 2.0556, 7.0626, 12.528
Si, 7.7539, 5.4486, 12.5721
Si, 9.8018, 6.7243, 12.6842
O, 7.4327, 4.6516, 14.0202
O, 6.0744, 7.5187, 14.0539
O, 3.8029, 12.1437, 13.5871
O, -7.5178, 10.139, 11.9509
O, 8.9972, 2.5997, 13.9391
O, 3.3955, 4.6601, 14.015
O, -0.0149, 1.4822, 14.7956
O, 6.2471, 10.9761, 13.396
O, 10.8791, 9.9617, 14.1658
O, 12.2844, 4.4429, 13.7847
O, 5.7461, 1.8982, 15.1876
O, -1.7483, 7.5185, 14.1535
O, 14.0533, 11.1616, 30.7684
O, 3.8948, -5.7344, 31.7476
O, 6.6027, 8.2212, 29.1293
O, 4.5672, 9.8819, 29.7391
O, -1.8582, 10.9971, 28.7862
O, 1.4997, 3.5299, 27.3051
O, 9.2166, 13.3094, 29.9237
O, 3.7653, 4.4931, 29.2002
O, 5.5728, 2.5883, 29.9703
O, 13.0439, 2.2595, 29.5501
O, 0.9013, 7.827, 29.3554
O, 9.8803, 7.564, 29.4753
Si, 14.5607, 5.4978, 21.9259
Si, 2.499, 8.3702, 14.5353
Si, 9.3122, 3.9489, 29.572
Si, 7.0579, 4.0591, 24.3004
Si, 2.3433, 11.0512, 17.9964
Si, -1.6914, 5.5426, 16.832
Si, 12.3418, -1.8056, 23.9977
Si, 1.0242, 6.8304, 16.6045
Si, 9.26, 6.1003, 23.6065
Si, 3.285, 4.0215, 19.2395
Si, 7.7305, 9.6898, 16.8772
Si, 7.185, 11.241, 26.6786
Si, -0.1871, 6.4598, 25.6545
Si, -1.3141, 4.1942, 19.4365
Si, 5.6256, 10.3598, 21.3521
Si, 10.1234, 8.4894, 22.101
Si, 8.4433, 3.7452, 14.9326
Si, 3.0958, 8.4118, 21.8902
Si, 5.4858, 7.7714, 15.5506
Si, 1.0315, 1.767, 15.9798
Si, 0.7014, 0.8116, 25.8349
Si, -0.4689, 7.7787, 28.4189
Si, 11.4873, 5.8777, 21.6901
Si, 15.7525, 3.6199, 24.0734
Si, 4.7721, 3.2869, 28.7364
Si, 9.5635, 9.0713, 14.554
Si, 6.0688, 1.3321, 23.8567
Si, 0.6256, 2.2638, 18.7976
Si, 6.7604, 1.7821, 16.4781
Si, 4.9717, 6.0524, 17.9672
Si, 6.1459, 9.8066, 29.2301
Si, 9.9655, 10.4615, 27.2808
Si, 7.4712, 3.3711, 27.2481
Si, 2.7073, 7.9983, 18.8423
Si, 1.9767, 4.396, 14.8089
Si, 4.9285, 1.5397, 19.0099
Si, 2.0993, 2.2002, 28.0499
Si, 13.0377, 3.7016, 25.6804
Si, -3.7083, 5.871, 18.9938
Si, 8.0431, 8.8402, 19.9983
O, 6.1911, 10.4924, 27.7424
O, 3.929, 8.213, 15.3377
O, 12.6868, -0.4706, 24.8928
O, 0.1391, 2.2506, 17.2456
O, 4.2123, 7.3802, 18.5906
O, 8.5146, 10.2833, 26.5338
O, -3.0697, 6.1304, 17.4971
O, 7.1148, 2.5804, 23.5643
O, 10.837, 9.0955, 27.4889
O, 4.2669, 9.5383, 21.7386
O, 11.3579, -4.3182, 27.2829
O, 2.3918, 8.1768, 20.429
O, 9.0255, 7.5824, 22.9363
O, 7.5216, 0.3364, 16.5209
O, 10.8826, 4.45, 29.7692
O, 9.0997, 9.1908, 16.1182
O, 10.5598, 4.4878, 17.8699
O, 3.6657, 6.9252, 22.3334
O, 3.1538, 5.2069, 20.3411
O, 9.3557, 9.2976, 20.8963
O, 1.8177, 3.3809, 18.9566
O, 2.9809, 3.8249, 25.1707
O, 7.7368, 3.9129, 25.7552
O, 7.8787, 5.2408, 23.5433
O, 9.6204, 4.7582, 15.4372
O, 2.0705, 2.9332, 15.5041
O, 7.7963, 3.0369, 16.2578
O, 10.9677, 9.453, 23.132
O, 1.3331, 8.1163, 15.6488
O, 5.4653, 6.4024, 16.451
O, 12.3949, 2.2873, 25.0822
O, 1.7544, 5.5196, 15.97
O, 6.4027, 8.8737, 16.3494
O, 12.9708, 5.5896, 22.2745
O, 10.8878, 2.6669, 19.6812
O, 8.6845, 4.0924, 28.0675
O, 6.1352, 0.2279, 22.6746
O, 1.8343, 0.4338, 16.4772
O, 7.628, 1.7435, 27.3176
O, 1.6781, 0.8801, 27.1632
O, 8.1206, 7.2099, 19.8957
O, 8.6976, 15.531, 19.7021
O, 12.2328, 5.0706, 25.3253
O, -0.5946, 17.6541, 16.6302
O, -0.3217, 5.1608, 20.2674
O, 6.4373, 11.4866, 25.2521
O, 3.9519, 4.7691, 17.9381
O, 5.9365, 3.765, 27.6929
O, 10.7738, 0.5902, 26.3594
O, 2.0118, 8.9179, 22.9943
O, 1.2827, 0.7761, 19.0945
O, 3.6075, 4.2107, 22.6637
O, 4.3119, 2.8554, 19.7523
O, 9.872, 6.2939, 25.1131
O, 4.5739, 12.9688, 23.9552
O, 6.0798, 1.9954, 17.9441
O, 1.5907, -3.8896, 18.1213
O, 2.5633, -1.4645, 18.184
O, 10.3863, 5.2879, 22.7385
O, 7.973, 9.4934, 18.492
O, 3.7934, 0.8193, 18.1168
O, 5.4865, 4.4799, 24.468
O, 6.7263, -1.6599, 20.8465
O, -0.3618, 7.4728, 21.4684
O, 6.2857, 5.6311, 18.8626
O, 5.4399, 0.5124, 20.1549
O, 12.1187, 7.7633, 24.9074
O, 3.7423, 2.1916, 28.0781
O, 6.6807, 5.6132, 30.0047
O, 2.4303, 9.9322, 14.0857
O, -3.2981, -1.4003, 13.6494
O, 5.8853, 2.4006, 12.426
O, 6.173, 7.4599, 31.7102
O, 4.4102, 6.9668, 29.7488

Results
free energy: -180329.637 eV
free energy less fixed offsets of O -568.88, Si -635.61 eV per atom: 0.163 eV

Forces (eV/angstrom), in the order of the atoms: element, x, y, z
Si, -0.0031, -0.0208, -0.0022
Si, -0.0043, 0.0405, -0.0099
Si, 0.008, 0.0425, 0.0118
Si, -0.0085, -0.0266, -0.0146
Si, 0.0022, -0.0701, 0.0123
Si, 0.0068, -0.0126, 0.0137
Si, 0.0008, 0.0267, -0.0092
Si, 0.0006, 0.0383, -0.0036
Si, -0.0018, 0.0368, -0.0104
Si, 0.0091, -0.057, -0.0105
Si, -0.0021, -0.0393, 0.0136
Si, -0.007, -0.0609, 0.0101
Si, 0.0141, 0.0444, -0.0113
Si, -0.0063, 0.0306, 0.0351
Si, 0.0004, -0.0346, 0.0499
Si, -0.0084, -0.0384, -0.0112
Si, 0.0152, -0.0462, -0.0109
Si, 0.0041, -0.0475, -0.0063
Si, -0.0059, 0.0985, -0.0496
Si, -0.0101, 0.0399, -0.019
Si, 0.0109, 0.0645, -0.0182
Si, 0.0081, 0.0428, 0.0254
Si, -0.0007, -0.0389, 0.0152
Si, -0.0119, -0.0297, 0.0091
Si, 0.008, 0.0227, -0.2699
Si, 0.0109, -0.0102, -0.0061
Si, -0.0662, -0.0442, 0.0198
Si, -0.0203, -0.0818, -0.2083
Si, 0.0731, 0.0223, 0.3477
Si, -0.0109, -0.0928, 0.0629
Si, -0.0509, 0.0407, -0.0103
Si, 0.0923, 0.02, 0.0637
Si, 0.0147, -0.0145, 0.0199
Si, 0.0261, -0.0886, -0.0417
Si, -0.0122, -0.0409, 0.026
Si, -0.0683, -0.0969, 0.0716
Si, 0.0047, -0.0179, -0.0415
Si, -0.0035, 0.099, 0.0268
Si, -0.01, 0.0254, 0.0016
Si, 0.0004, -0.0195, 0.0045
Si, 0.0001, -0.0492, 0.0119
Si, -0.0097, -0.0425, 0.0199
Si, -0.0051, 0.0358, -0.0151
Si, 0.0109, 0.0534, 0.012
Si, 0.0002, 0.0722, 0.0144
Si, -0.0007, 0.0483, -0.0334
Si, 0.0107, -0.0224, -0.0137
Si, -0.0035, -0.0439, -0.011
Si, 0.1033, 0.0299, 0.0178
Si, -0.289, 0.3542, 0.0714
Si, 0.1109, 0.124, 0.0777
Si, 0.1714, -0.1803, -0.0531
Si, 0.0154, -0.2225, -0.1307
Si, -0.0733, 0.0594, -0.09
Si, 0.1128, -0.0441, -0.1706
Si, -0.0485, -0.1912, -0.0285
Si, 0.0951, -0.1324, -0.0375
Si, -0.0397, -0.0115, 0.1168
Si, -0.0838, 0.0453, 0.0896
Si, -0.0942, -0.0387, -0.0682
Si, 0.1178, 0.0631, 0.1323
Si, 0.0474, 0.0434, 0.0073
Si, 0.0601, -0.0175, 0.058
Si, -0.0202, -0.0333, -0.0188
Si, -0.1319, -0.0242, -0.1192
Si, 0.0174, 0.0155, -0.0599
Si, 0.0892, 0.0066, -0.1362
Si, 0.1442, -0.0705, 0.0293
Si, 0.0211, -0.0009, 0.0468
Si, -0.0267, 0.0394, 0.0207
Si, -0.0868, -0.0567, -0.0268
Si, -0.061, -0.0419, -0.1224
Si, -0.0109, -0.0381, -0.007
Si, 0.0447, -0.0663, -0.0051
Si, 0.0195, -0.0452, 0.0554
Si, -0.0968, 0.0534, -0.0677
Si, -0.0133, 0.0381, 0.0112
Si, 0.033, 0.0479, -0.0169
Si, -0.0413, -0.0253, 0.0118
Si, 0.0177, -0.0241, 0.0191
Si, -0.0253, 0.0176, 0.0159
Si, 0.0361, 0.0265, 0.0683
Si, 0.0071, -0.009, -0.0021
Si, -0.0224, 0.0133, 0.0083
Si, -0.0039, -0.0554, 0.0202
Si, 0.0171, -0.0114, 0.0289
Si, -0.0155, -0.0286, -0.0169
Si, -0.0076, 0.0234, -0.0045
Si, -0.0017, 0.0497, -0.0134
Si, 0.003, 0.0207, -0.0044
Si, 0.0158, -0.0531, -0.0041
Si, -0.0154, -0.0454, -0.0248
Si, 0.0183, -0.0307, 0.0234
Si, -0.0283, 0.0294, -0.0169
Si, 0.015, 0.0056, 0.0044
Si, 0.0029, 0.0414, -0.0048
Si, 0.0061, 0.0376, 0.1988
Si, 0.0278, -0.013, -0.1022
Si, 0.0133, 0.0522, -0.0718
Si, -0.0411, 0.025, -0.167
Si, -0.0531, 0.0397, 0.0481
Si, 0.0504, -0.0336, 0.2616
Si, 0.0727, 0.1136, 0.0532
Si, -0.0589, 0.0774, 0.0892
Si, -0.0533, 0.0797, -0.0053
Si, 0.0606, -0.0621, -0.1894
Si, 0.0151, 0.0009, 0.0045
Si, -0.0239, -0.0201, -0.1638
Si, -0.0107, -0.0234, 0.0255
Si, 0.0131, -0.0714, 0.0277
Si, 0.016, -0.026, -0.0004
Si, -0.0002, 0.0399, -0.0217
Si, -0.0029, 0.0199, -0.0536
Si, -0.0022, 0.039, -0.0213
Si, -0.001, -0.0182, -0.0119
Si, -0.0026, -0.0397, 0.001
Si, 0.0025, -0.0014, -0.0106
Si, -0.0106, -0.0062, 0.0057
Si, -0.0146, 0.0477, 0.0317
Si, 0.0035, 0.0026, 0.0208
Si, 0.0735, -0.0084, 0.0103
Si, 0.0285, -0.0512, -0.0243
Si, -0.0166, 0.0221, -0.0061
Si, -0.0099, 0.0152, 0.0289
Si, -0.0263, 0.06, 0.0442
Si, -0.0593, 0.0335, -0.0065
Si, 0.0467, -0.0498, -0.0253
Si, 0.0231, -0.0774, 0.0019
Si, 0.0545, -0.0798, 0.0035
Si, -0.088, 0.038, -0.0849
Si, -0.0008, 0.0832, -0.1032
Si, -0.0252, 0.0669, -0.0442
Si, -0.0025, -0.007, -0.0356
Si, 0.0605, -0.1056, -0.002
Si, 0.0304, -0.0256, 0.0565
Si, -0.0193, 0.0155, 0.0798
Si, 0.0128, 0.0066, 0.0835
Si, -0.0876, 0.0113, -0.0091
Si, 0.1044, -0.0206, 0.1291
Si, 0.0023, 0.0019, 0.1069
Si, 0.002, -0.0668, 0.0854
Si, -0.0322, 0.1296, 0.0378
Si, 0.041, 0.0846, -0.025
Si, -0.0203, -0.0021, -0.087
Si, 0.0417, -0.0509, -0.1068
Si, 0.0383, -0.0015, 0.0935
Si, 0.0188, 0.0256, 0.135
Si, -0.1876, 0.1004, 0.3625
Si, 0.0167, 0.0136, -0.0219
Si, 0.0693, -0.0102, -0.0487
Si, -0.03, 0.0126, -0.077
Si, 0.1645, -0.0647, -0.0287
Si, -0.1238, -0.0151, 0.0044
Si, -0.099, 0.0147, 0.0537
Si, 0.1148, 0.0266, 0.0138
Si, -0.024, -0.0862, 0.0266
O, 0.0063, -0.0288, 0.0184
O, 0.0069, 0.025, 0.0193
O, -0.006, -0.0462, -0.0431
O, -0.0795, -0.0466, -0.0694
O, -0.0342, 0.0094, 0.0203
O, -0.0593, 0.0419, -0.0364
O, 0.0137, -0.1726, -0.2708
O, 0.0067, 0.0378, -0.0408
O, 0.0247, 0.0457, -0.0654
O, 0.0321, 0.0302, 0.0031
O, 0.0116, 0.0086, -0.0007
O, 0.0035, 0.0787, -0.0096
O, 0.0079, -0.1004, 0.0433
O, 0.0248, 0.0195, 0.0127
O, -0.0047, -0.0067, 0.0498
O, -0.0086, -0.0041, 0.0101
O, 0.0365, -0.0362, -0.0693
O, 0.015, 0.001, 0.0148
O, -0.0234, -0.0199, 0.0511
O, 0.043, -0.0333, -0.0156
O, -0.0473, 0.0916, -0.034
O, 0.0196, 0.0254, -0.0884
O, -0.0836, 0.0549, -0.0886
O, 0.02, 0.0124, 0.0424
Si, 0.006, -0.0136, 0.0052
Si, 0.0952, 0.0548, -0.0003
Si, 0.0119, -0.031, 0.0567
Si, 0.0233, 0.0044, 0.0343
Si, 0.0175, 0.0062, 0.0191
Si, -0.0143, 0.0035, 0.0054
Si, 0.0093, 0.0064, 0.0324
Si, 0.0012, 0.0247, -0.0014
Si, -0.0002, -0.0101, 0.0239
Si, 0.0073, -0.0123, 0.0069
Si, 0.0066, -0.0026, 0.0106
Si, 0.0141, 0.0056, -0.0003
Si, 0.0112, -0.0211, 0.0073
Si, -0.012, -0.0068, -0.0049
Si, 0.01, 0.0223, -0.0057
Si, -0.0026, -0.01, 0.0192
Si, 0.0129, 0.0136, -0.023
Si, -0.0039, -0.0033, 0.0017
Si, -0.0117, 0.0007, -0.0341
Si, -0.0405, 0.0182, -0.003
Si, -0.0027, 0.019, 0.0308
Si, 0.0579, 0.0051, 0.0174
Si, -0.0081, -0.0147, 0.0083
Si, -0.0152, 0.0046, 0.0332
Si, -0.0193, -0.074, -0.0256
Si, -0.0332, -0.0716, 0.0244
Si, 0.0027, -0.002, 0.0288
Si, -0.0084, -0.007, 0.0231
Si, 0.0117, -0.0014, 0.036
Si, 0.0129, 0.0052, 0.0076
Si, -0.0523, 0.0304, -0.0656
Si, -0.0051, 0.0034, 0.0447
Si, 0.0462, 0.007, -0.0115
Si, 0.0139, 0.0048, -0.0082
Si, 0.0022, 0.0168, 0.0142
Si, -0.0032, 0.005, -0.0022
Si, 0.0143, -0.0073, 0.0203
Si, -0.0161, -0.013, 0.0073
Si, -0.0018, -0.0045, 0.0024
Si, -0.0074, -0.0094, -0.026
O, 0.0325, 0.0022, 0.0162
O, -0.0403, 0.003, -0.0382
O, 0.0012, -0.0222, -0.008
O, 0.0144, -0.0023, -0.0247
O, -0.0145, 0.0107, -0.0038
O, 0.0236, 0.0029, 0.0363
O, -0.0022, -0.008, 0.0004
O, -0.0024, -0.0073, -0.0152
O, -0.0373, 0.0413, 0.0153
O, -0.0031, -0.0095, 0.0022
O, -0.0123, -0.0168, 0.001
O, 0.0001, 0.0059, 0.0184
O, 0.0032, 0.0119, -0.0083
O, -0.004, 0.0107, -0.0259
O, -0.0326, 0.0222, 0.0914
O, 0.0004, 0.019, 0.0008
O, -0.0038, -0.0094, 0.0055
O, -0.0019, 0.0109, -0.0026
O, -0.0012, 0.0041, 0.0038
O, 0.0123, 0.0099, -0.0013
O, 0.0138, 0.0067, 0.0033
O, 0.0317, 0.0036, -0.0177
O, -0.0069, 0.0016, -0.0137
O, 0.0024, 0.006, -0.012
O, 0.0099, 0.0108, -0.0066
O, -0.0176, -0.0372, -0.001
O, -0.0171, -0.0209, -0.0009
O, -0.0123, 0.0005, -0.0238
O, -0.0132, -0.0345, 0.0337
O, -0.0028, -0.0112, -0.007
O, -0.0016, -0.0093, 0
O, -0.0083, -0.0066, -0.0144
O, 0.007, 0.0099, -0.0067
O, 0.0037, -0.001, -0.0058
O, 0.0021, 0.0138, -0.0096
O, -0.0255, -0.0416, -0.0114
O, -0.0007, -0.0092, -0.014
O, -0.0004, -0.0026, -0.0047
O, -0.0163, -0.0098, -0.0085
O, -0.0203, -0.0012, -0.0131
O, 0.0021, 0.0104, 0.0015
O, 0.0084, -0.0044, -0.0076
O, -0.0057, 0.0159, 0.0055
O, 0.0022, -0.0101, -0.0214
O, 0.0071, 0.0074, -0.0077
O, -0.0097, 0.0076, -0.0138
O, -0.0092, -0.0087, -0.0028
O, -0.0348, -0.0074, 0.0412
O, 0.0233, -0.0015, -0.0075
O, 0.0121, -0.0033, -0.0135
O, -0.0083, 0.0038, -0.0037
O, -0.0066, 0.0092, -0.016
O, -0.0046, -0.0038, -0.0089
O, -0.004, 0.0057, -0.0009
O, 0.0078, -0.0041, -0.0046
O, -0.0091, 0.0027, -0.0112
O, 0.0005, 0.0072, -0.0199
O, -0.0024, -0.0212, 0.0014
O, 0.0083, -0.0012, -0.0135
O, 0.007, -0.0075, 0.0222
O, -0.005, 0.0029, -0.0084
O, -0.011, -0.0009, -0.0089
O, -0.0066, 0.0037, 0.0094
O, 0.0029, 0.0053, -0.0103
O, 0.0098, 0.0005, -0.0072
O, 0.0009, -0.0151, 0.0089
O, 0.0007, 0.0145, -0.0139
O, 0.0008, 0.0476, 0.0448
O, -0.0402, 0.2571, 0.1037
O, 0.0065, -0.0013, -0.0792
O, 0.0462, 0.0192, -0.0595
O, -0.0465, 0.006, 0.0241
O, -0.1623, 0.0916, -0.0269
O, 0.1097, -0.016, 0.0963

The program warned: the cutoff lies below the one the program advises for these potential files; the exchange-correlation potential is rough where the density is thin.
